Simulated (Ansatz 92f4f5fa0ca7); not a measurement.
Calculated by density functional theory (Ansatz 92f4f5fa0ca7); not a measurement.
Periodic cell of 222 atoms, Si134O80N8, from a study of silicon, its oxide and their interface. The atomic structure is a simulated model.
Doubt: the cutoff is far below the 930 eV that the study's wrapper takes by default for these files, so forces and energies are approximate.
This geometry differs little from another in the collection (a relaxation step or a small displacement).

Settings: functional PBE; potential files Ansatz PAW; basis plane waves; wave-function cutoff 580 eV; density cutoff ratio 5; exchange-correlation grid ratio 1; k mesh 1 x 1 x 1, Gamma-centred; self-consistency stop 5e-08 eV per atom in the density residual; occupations fixed; spin none; net charge 0.

Cell vectors (angstrom)
a, 10.938, 0, 0
b, 0, 10.938, 0
c, 0, 0, 31.4601

Atoms and the computed forces on them: element, x, y, z (angstrom), force x, y, z (eV/angstrom)
Si, -0.3414, -0.0688, 24.2195, 0.0105, 0.0752, 0.0512
Si, 5.5449, -0.2741, 24.0348, 0.0534, 0.0839, 0.1091
Si, 2.344, 2.7348, 23.8028, -0.0078, -0.0047, 0.0152
Si, 8.6001, 2.3087, 23.6768, 0.08, 0.1624, 0.2074
Si, 0.2609, 5.2374, 24.1423, -0.0179, -0.003, 0.0848
Si, 5.3441, 5.6572, 23.7936, -0.003, -0.0225, 0.0349
Si, 2.0145, 8.7214, 24.063, 0.1246, -0.0839, 0.1577
Si, 7.78, 8.323, 24.073, 0.0874, 0.0905, 0.0805
Si, 1.1791, 1.3707, 25.3487, -0.0493, -0.0254, -0.0199
Si, 6.8078, 1.4322, 25.148, -0.0291, -0.1494, -0.0839
Si, 4.1064, 3.9703, 25.0368, 0.049, 0.0194, 0.0082
Si, 9.5319, 3.9887, 25.2321, -0.0082, -0.1433, -0.119
Si, 1.3143, 6.8867, 25.4211, -0.013, 0.0071, -0.0467
Si, 6.5984, 6.8379, 25.4104, -0.0314, 0.0078, 0.0009
Si, 3.9509, 9.5321, 25.3268, -0.032, -0.0164, -0.0526
Si, 9.3845, 9.3919, 25.47, -0.1077, -0.0446, -0.063
Si, 2.6768, 0.0572, 26.6717, 0.025, -0.0006, -0.0014
Si, 8.1243, 0.0515, 26.657, -0.0128, 0.0338, 0.0156
Si, -0.0397, 2.7869, 26.7302, -0.0345, 0.0228, -0.0032
Si, 5.4722, 2.7561, 26.5861, -0.0168, 0.0218, 0.0251
Si, 2.8125, 5.4395, 26.5894, -0.0047, 0.0095, -0.0016
Si, 8.1637, 5.4587, 26.6044, -0.0136, 0.0047, 0.0321
Si, -0.0433, 8.1913, 26.7731, 0.001, -0.0184, 0.0051
Si, 5.3418, 8.2514, 26.7485, -0.01, -0.0198, 0.0133
Si, 4.1018, 1.3673, 28.0419, 0.0542, 0.2829, -0.3655
Si, 9.5708, 1.3673, 28.0419, -0.2384, -0.0865, 0.055
Si, 1.3673, 4.1018, 28.0419, 0.3705, 0.4129, -0.1231
Si, 6.8362, 4.1018, 28.0419, -0.1209, 0.0412, -0.3459
Si, 4.1018, 6.8362, 28.0419, -0.2701, -0.5078, 0.4263
Si, 9.5708, 6.8362, 28.0419, -0.4567, -0.5931, 0.2547
Si, 1.3673, 9.5708, 28.0419, 0.0037, 0.2222, 0.1982
Si, 6.8362, 9.5708, 28.0419, -0.3594, 0.3783, 0.0576
Si, 0, 0, 29.4091, 0.0155, -0.0474, -0.0153
Si, 5.469, 0, 29.4091, -0.0045, -0.0972, 0.0188
Si, 2.7345, 2.7345, 29.4091, 0.0974, 0.0224, -0.0179
Si, 8.2035, 2.7345, 29.4091, -0.0089, -0.0963, -0.0306
Si, 0, 5.469, 29.4091, 0.0098, 0.0206, 0.0191
Si, 5.469, 5.469, 29.4091, 0.0054, 0.0246, -0.008
Si, 2.7345, 8.2035, 29.4091, -0.1344, -0.149, 0.0087
Si, 8.2035, 8.2035, 29.4091, -0.0732, -0.1482, -0.0364
Si, 1.3673, 1.3673, 30.7764, -0.0635, 0.0167, -0.0198
Si, 6.8362, 1.3673, 30.7764, -0.0032, 0.1062, -0.0187
Si, 4.1018, 4.1018, 30.7764, -0.0169, 0.0138, 0.0043
Si, 9.5708, 4.1018, 30.7764, 0.0257, -0.0419, -0.0258
Si, 1.3673, 6.8362, 30.7764, -0.0644, 0.0616, -0.0032
Si, 6.8362, 6.8362, 30.7764, -0.0459, 0.0429, -0.0026
Si, 4.1018, 9.5708, 30.7764, 0.0014, 0.0102, -0.0236
Si, 9.5708, 9.5708, 30.7764, 0.0273, 0.0443, -0.032
Si, 2.7345, 0, 0.6835, 0.0521, -0.0386, 0.0026
Si, 8.2035, 0, 0.6835, -0.026, -0.0507, -0.016
Si, 0, 2.7345, 0.6835, 0.0571, -0.0349, 0.0322
Si, 5.469, 2.7345, 0.6835, 0.0069, -0.1052, 0.0369
Si, 2.7345, 5.469, 0.6835, -0.019, 0.0244, -0.0119
Si, 8.2035, 5.469, 0.6835, 0.0495, -0.0179, -0.0249
Si, 0, 8.2035, 0.6835, 0.0113, -0.0436, 0.0333
Si, 5.469, 8.2035, 0.6835, -0.0112, -0.0063, 0.0341
Si, 4.1018, 1.3673, 2.0507, -0.0671, 0.0738, -0.0067
Si, 9.5708, 1.3673, 2.0507, -0.0606, 0.0129, -0.0094
Si, 1.3673, 4.1018, 2.0507, 0.0529, 0.0547, -0.0262
Si, 6.8362, 4.1018, 2.0507, 0.2051, 0.2331, 0.0294
Si, 4.1018, 6.8362, 2.0507, -0.0645, -0.0823, -0.049
Si, 9.5708, 6.8362, 2.0507, -0.0861, -0.0304, 0.0785
Si, 1.3673, 9.5708, 2.0507, -0.0618, 0.0629, 0.0632
Si, 6.8362, 9.5708, 2.0507, 0.0941, 0.1116, -0.0215
Si, 0, 0, 3.418, 0.0073, -0.2234, 0.2044
Si, 5.469, 0, 3.418, 0.1461, -0.2447, 0.1047
Si, 2.7345, 2.7345, 3.418, 0.4313, 0.2058, -0.6721
Si, 8.2035, 2.7345, 3.418, 0.5407, 0.1691, -0.2831
Si, 0, 5.469, 3.418, 0.2011, -0.1465, 0.2148
Si, 5.469, 5.469, 3.418, -0.0292, 0.5185, -0.0783
Si, 2.7345, 8.2035, 3.418, 0.0766, -0.3987, 0.3955
Si, 8.2035, 8.2035, 3.418, -0.2843, -0.0434, -0.0743
Si, 1.446, 1.3709, 4.7168, -0.0095, 0.0051, 0.0007
Si, 6.8877, 1.38, 4.7293, -0.0046, 0.0048, 0.0093
Si, 4.1647, 4.0711, 4.7433, -0.0211, -0.0042, 0.0012
Si, 9.639, 4.0571, 4.8131, -0.0061, 0.024, -0.0137
Si, 1.4176, 6.7521, 4.8574, -0.0099, 0.008, -0.009
Si, 6.7463, 6.9496, 4.8266, 0.0149, -0.003, -0.0153
Si, 4.1609, 9.5, 4.8131, -0.0077, 0.0092, 0.0105
Si, 9.5958, 9.4783, 4.7977, -0.0176, 0.0046, 0.0067
Si, 2.8576, 0.0443, 6.0332, 0.0526, 0.0011, 0.0181
Si, 8.2755, 0.0538, 6.0551, 0.0282, 0.0164, 0.0226
Si, 0.2719, 2.7651, 6.175, -0.0467, -0.0537, -0.0132
Si, 5.6027, 2.7919, 6.0979, 0.0624, 0.0369, 0.0092
Si, 2.8945, 5.3678, 6.2136, 0.0281, -0.0093, 0.1035
Si, 8.1385, 5.4852, 5.9861, -0.0122, 0.0016, -0.0164
Si, -0.0027, 8.0784, 6.2354, -0.0041, -0.0024, -0.0008
Si, 5.4655, 8.3158, 6.473, -0.0046, 0.0321, -0.0435
Si, 4.2968, 1.4196, 7.3979, -0.0286, -0.073, -0.0065
Si, 10.0648, 1.0691, 7.2611, -0.0516, 0.0149, -0.0956
Si, 2.0133, 3.6487, 7.6732, 0.0632, 0.1276, -0.0705
Si, 6.7443, 4.3593, 7.4962, -0.0341, -0.0146, -0.0541
Si, 4.3634, 6.4881, 7.7214, -0.1023, -0.0644, -0.0559
Si, 9.4599, 6.5973, 7.4912, 0.0149, -0.0019, 0.033
Si, 1.2901, 9.7645, 7.2508, 0.0235, -0.0037, -0.0032
Si, 6.6652, 10.2134, 7.5948, 0.0088, 0.0104, -0.0229
O, 5.5789, 5.3998, 8.0914, 0.0548, -0.054, 0.0237
O, 3.1474, 2.4673, 8.0782, 0.029, -0.041, 0.0293
O, 0.9247, 9.91, 23.6761, -0.073, 0.0849, -0.0298
N, 6.9488, 9.7507, 23.3902, 0.0612, 0.0256, -0.036
O, 1.4305, 4.1149, 23.7665, 0.0019, 0.0034, -0.0034
O, 1.5159, 8.3218, 10.6557, -0.0084, -0.0295, -0.0084
N, 1.578, 4.4092, 9.2286, -0.0311, 0.0379, 0.0616
O, 7.7567, 9.8148, 8.811, 0.0185, -0.0336, 0.0325
N, 9.9062, 3.6613, 10.4758, -0.0011, -0.0045, 0.0287
O, 7.6266, 3.7828, 8.7805, 0.0074, -0.0034, 0.0273
N, 5.6237, 0.5534, 8.3617, 0.0117, 0.0407, 0.0543
N, 3.3916, 6.707, 9.2256, -0.0709, 0.0362, 0.0942
O, 10.7143, 6.3021, 10.2094, 0.0343, 0.0078, 0.0221
O, 4.4073, 0.1964, 22.9033, -0.0475, 0.0211, -0.0483
N, 8.3896, 5.4204, 20.6553, -0.0023, 0.008, -0.0325
O, 4.2107, 6.6118, 23.0686, -0.0139, 0.0053, -0.0145
O, 8.3548, 7.2909, 22.882, -0.018, -0.035, -0.032
N, 2.4073, 1.9914, 22.142, 0.0068, -0.0489, -0.0944
O, 2.2295, 8.1969, 22.5378, 0.0078, -0.0198, -0.0619
N, 9.3047, 0.7004, 23.2016, -0.0062, -0.0423, -0.0364
Si, 5.4481, 9.1908, 11.0089, -0.0062, 0.0157, -0.017
Si, 2.8129, 8.3077, 9.6604, 0.0263, -0.0158, -0.0133
Si, 5.7205, -0.7124, 15.3453, 0.001, 0.0034, 0.0045
Si, 2.0898, 4.1632, 18.3249, 0.0057, -0.0023, 0.012
Si, 10.9151, -5.6267, 14.4248, -0.003, 0.0016, -0.009
Si, 1.8514, 7.3085, 17.6984, 0.0046, 0.0024, 0.008
Si, 16.1868, 1.9354, 14.1196, 0.003, 0.0028, -0.0096
Si, 3.5573, 0.7519, 21.632, 0.0162, 0.0196, 0.0355
Si, 2.7588, 5.3347, 10.1712, -0.0002, 0.0095, -0.0306
Si, 3.5238, 3.5646, 15.6585, -0.0037, -0.0026, 0.0032
Si, 7.8658, -2.2166, 20.1101, -0.0031, 0.0092, 0.0141
Si, 8.6586, 2.762, 9.5633, 0.0052, 0.015, 0.0061
Si, 8.1198, 2.8028, 14.1065, 0.0039, 0.0083, 0.0032
Si, 10.8398, 4.8274, 9.5131, 0.0074, -0.0065, -0.0145
Si, 1.0349, 2.592, 14.3255, 0.0013, 0.0031, -0.0006
Si, 7.9762, -0.165, 22.3769, -0.0128, -0.0268, 0.019
Si, 11.6432, 5.4827, 21.3479, 0.0135, 0.0015, 0.0229
Si, 7.9068, 8.4246, 9.6721, -0.0113, 0.011, -0.0261
Si, 8.2918, 3.6842, 20.7306, -0.0067, -0.0137, 0.0521
Si, 5.0576, 3.5099, 11.515, -0.0054, -0.0066, -0.0304
Si, 8.6788, -1.5624, 15.2133, -0.0003, -0.0041, -0.0037
Si, 14.2883, -1.7683, 19.8106, 0.0002, -0.0042, 0.0181
Si, 0.7574, -3.9055, 11.2847, 0.035, -0.0024, -0.0554
Si, 21.2244, 3.4488, 12.1678, -0.0004, 0.017, -0.0354
Si, 9.1128, -3.1185, 12.4323, 0.0018, -0.0014, -0.0108
Si, -1.184, -4.0019, 16.7343, 0.0018, 0.0044, -0.0024
Si, 16.0179, 7.7739, 13.8209, 0.0094, 0.0023, -0.0107
Si, -0.9554, 12.1044, 15.9835, -0.0019, -0.0001, 0.0121
Si, 6.2089, 1.6565, 20.4701, -0.0134, 0.0113, 0.0222
Si, 10.5958, 2.464, 18.7888, -0.0052, 0.0049, 0.0125
Si, 1.5919, 2.736, 20.7894, 0.0049, 0.0024, 0.0119
Si, -1.5235, -4.6469, 19.542, 0.0038, 0.0043, 0.0212
Si, 5.9728, 10.389, 18.438, -0.0043, 0.0032, 0.0021
Si, 7.0447, 5.457, 13.1096, 0.0005, 0.0023, -0.0015
Si, 7.486, 6.4301, 21.7586, 0.0119, -0.0254, 0.0334
Si, 3.209, 7.0959, 21.8872, 0.0018, -0.007, 0.0151
Si, 6.1978, 1.062, 9.9772, 0.0046, -0.0176, -0.0366
Si, 13.6939, -4.4026, 14.957, -0.005, 0.0059, -0.0051
O, 8.4603, -1.0554, 21.1047, 0.0025, -0.0254, -0.0252
O, 4.5859, 9.7993, 19.0002, 0.0115, 0.0071, -0.0058
O, 11.6614, 2.6676, 12.6991, 0.0066, -0.0042, 0.004
O, 6.9645, 0.9802, 21.7724, -0.0156, 0.016, -0.0146
O, 3.5279, 5.1268, 15.2268, 0.0023, -0.0015, -0.0016
O, 11.0831, 10.8216, 7.8381, 0.0222, -0.0135, 0.0681
O, 9.576, 1.9199, 8.5494, 0.0171, -0.0197, 0.0109
O, 2.6135, 2.6361, 14.6557, 0.0041, 0.0051, -0.0002
O, 10.39, -6.0148, 12.9145, -0.0006, 0.0041, 0.0136
O, 13.8066, -0.4963, 20.7787, -0.0137, -0.0166, -0.0223
O, -1.7471, -3.0418, 19.6925, 0.0063, -0.0071, -0.0031
O, 12.2104, 6.2725, 14.3819, 0.0085, 0.0032, 0.0037
O, 6.0125, 6.4363, 13.9116, -0.006, 0.0039, 0.0011
O, 6.8348, 1.8849, 13.8148, -0.0059, 0.0012, -0.0021
O, 9.064, 2.5843, 12.7964, -0.0043, -0.0054, 0.0037
O, 3.9313, 7.8949, 20.6715, 0.0008, 0.0164, -0.0135
O, 12.8928, 5.9236, 11.4957, -0.0217, 0.0101, -0.0062
O, 5.1779, -13.1732, 15.1567, 0.0031, 0.0037, 0.001
O, 7.7073, 4.3968, 14.1839, 0.0013, -0.0113, -0.001
O, 4.9924, 2.8903, 15.4379, 0.0042, 0.003, -0.0007
O, -2.4167, 7.2917, 8.6766, -0.0016, 0.014, 0.011
O, 10.1735, 1.4493, 17.5857, 0.0019, -0.0019, -0.0103
O, -0.2087, 7.5317, 12.4766, -0.0087, 0.0119, 0.003
O, 4.6076, 1.5884, 20.6957, 0.0027, 0.0011, 0.0025
O, 3.5271, -3.6296, 13.7534, -0.0055, -0.0006, -0.0006
O, 0.5352, 3.8617, 21.3122, 0.0115, -0.0142, -0.0002
O, 3.9606, 9.2001, 10.382, -0.0173, -0.0275, 0.0054
O, -0.7783, 5.1692, 8.0587, -0.0014, -0.0021, -0.0019
O, 7.2881, -0.7756, 14.9779, 0.0028, 0.0024, -0.0006
O, 2.2933, -5.0743, 21.3563, -0.0046, -0.006, -0.0022
O, 9.6704, -0.4104, 15.773, 0.003, 0.006, -0.0042
O, 7.7371, 1.6013, 10.2591, -0.0071, 0.0099, -0.0041
O, 8.9582, 8.7611, 13.7344, -0.0039, 0.007, 0.0134
O, -8.6904, 8.5075, 18.7648, -0.0018, -0.0031, -0.0053
O, 2.7201, 7.4528, 16.3114, -0.0026, -0.001, 0.0021
O, 0.6603, 1.7129, 19.8775, -0.0088, -0.0048, -0.0067
O, 17.7113, 3.1746, 20.3457, 0.0009, 0.0035, -0.004
O, 17.2303, 4.5302, 11.9559, -0.0003, 0.0077, 0.0028
O, 11.2174, -3.4695, 17.2561, 0, 0.0001, -0.0018
O, 6.3601, -2.8175, 10.1423, 0.0081, 0.0038, -0.0017
O, 6.4299, 5.4298, 22.5341, 0.0332, 0.0041, -0.0368
O, 5.3282, 2.3883, 10.3588, -0.0057, 0.024, 0.0335
O, 10.8592, 16.9101, 22.6911, 0.0038, 0.0025, -0.0468
O, 4.8707, 11.306, 14.4407, 0.0015, 0, -0.0042
O, 5.4703, 8.6824, 12.5427, -0.004, -0.0031, 0.0144
O, 13.9724, 3.4608, 17.1977, 0.0038, 0.0036, -0.0078
O, 6.0067, -0.212, 10.996, -0.0091, -0.009, 0.0033
O, 2.338, 9.1283, 8.3479, -0.0192, 0.0049, 0.0037
O, 2.1966, 5.7932, 18.25, -0.001, 0.005, -0.0026
O, 15.4911, 13.5802, 12.8113, 0.0048, -0.0081, 0.0085
O, 0.5171, -7.2281, 18.134, 0.001, -0.0009, -0.001
O, 5.6651, -0.2475, 16.8897, 0.0001, -0.0026, 0.0014
O, 6.4957, 0.8461, 19.0964, 0.0031, -0.015, -0.0094
O, 9.1637, 5.988, 17.9468, -0.0029, -0.0028, -0.0017
O, 8.572, 3.2169, 22.2879, -0.0059, 0.014, -0.0902
O, 19.7861, 2.2353, 15.4537, 0, -0.0046, -0.0046
O, 7.153, -1.6271, 18.7728, -0.0078, 0.0032, -0.0081
O, -2.1803, 8.1749, 16.3331, 0.0033, -0.0017, 0.0003
O, 11.3223, 3.8887, 15.0969, 0.0053, -0.0053, -0.0018
O, 10.9703, 6.0822, 19.9965, -0.0173, 0.0075, -0.0107
O, 3.9193, 4.4319, 10.8286, 0.0144, -0.0073, 0.0034
O, 9.8213, -4.8995, 15.3677, -0.003, 0.0071, 0.0022
O, -1.6537, 3.0346, 19.5936, 0.0168, -0.0044, -0.0162
O, 11.3397, 12.2473, 15.0795, 0.0023, -0.0009, -0.0028
O, 8.7993, -2.3216, 11.0271, 0.0061, 0.0004, 0.0082
O, 6.8421, 7.6516, 20.8442, 0.0005, 0.0182, -0.0141
O, 2.6068, 3.5274, 19.7494, 0.0013, 0.0096, -0.0056
O, 19.097, -4.461, 12.4566, 0.0018, 0.0002, 0.0021

Results
free energy: -133763.361 eV
free energy less fixed offsets of N -385.13, O -568.88, Si -635.61 eV per atom: -0.181 eV

The program warned: the cutoff lies below the one the program advises for these potential files; the exchange-correlation potential is rough where the density is thin.
